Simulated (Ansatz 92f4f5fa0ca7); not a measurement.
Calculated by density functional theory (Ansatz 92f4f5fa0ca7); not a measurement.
Periodic cell of 288 atoms, Si144O112H32, with a vacuum gap, from a study of silicon, its oxide and their interface. The atomic structure is a simulated model.

Settings
functional: r2SCAN
potential files: Ansatz PAW
basis: plane waves
wave-function cutoff: 800 eV
density cutoff ratio: 5
exchange-correlation grid ratio: 1
k mesh: 1 x 1 x 1, shifted by 0.5 0.5 0 of a step
self-consistency stop: 1e-11 eV per atom in the density residual
occupations: fixed
spin: none
net charge: 0
applied field: sawtooth along c, amplitude +0.015 V/angstrom in the program's sign convention, ramp centred at 0.9897 of c and 0.0205 of c wide, no dipole correction

Cell vectors (angstrom)
a	10.888	0	0
b	0	10.888	0
c	0	0	48.7761

Atoms: element, x, y, z (angstrom)
Si	0.1581	-0.2263	35.0863
Si	3.5512	2.4907	34.7167
Si	1.2583	6.9684	36.5689
Si	2.3328	8.4556	35.1314
Si	5.3733	0.1127	34.9333
Si	8.0858	2.8764	35.2023
Si	6.5761	4.7109	34.8447
Si	6.9774	6.5939	36.2817
Si	1.3277	1.1663	36.578
Si	4.7356	3.9217	36.0241
Si	-0.0574	5.6773	35.1727
Si	4.1042	9.5029	36.2899
Si	6.8384	1.3001	36.4005
Si	9.677	4.0325	36.4501
Si	8.5672	7.7745	35.0658
Si	9.5359	9.4569	36.3948
Si	0.0519	2.6512	37.8367
Si	2.7818	-0.1351	37.8455
Si	-0.0862	8.221	37.9335
Si	2.6919	5.5864	37.7389
Si	5.5381	2.6546	37.8014
Si	8.1809	-0.0683	37.7298
Si	5.4861	8.0366	37.5703
Si	8.2658	5.363	37.8174
Si	1.4395	4.0755	39.0928
Si	4.0919	1.3391	39.1253
Si	1.3817	9.488	39.2276
Si	4.1238	6.8166	39.0981
Si	6.8579	4.0406	39.1633
Si	9.5256	1.3066	39.1289
Si	6.7935	9.4349	39.0274
Si	9.5133	6.7677	39.2184
Si	0.0169	0.0002	40.5186
Si	2.7575	2.7226	40.4906
Si	0.0549	5.4103	40.4955
Si	2.7622	8.1256	40.5204
Si	5.4732	-0.0374	40.4372
Si	8.2011	2.675	40.5046
Si	5.456	5.4411	40.4646
Si	8.1299	8.1527	40.4981
Si	1.3645	1.3897	41.8483
Si	4.1113	4.0858	41.8467
Si	1.3816	6.7852	41.8688
Si	4.0924	9.5366	41.8325
Si	6.8291	1.3245	41.8361
Si	9.5495	4.0573	41.8415
Si	6.7638	6.8206	41.8521
Si	9.5131	9.525	41.8428
Si	-0.031	2.6857	6.9571
Si	2.7434	0.0286	6.905
Si	-0.0083	8.1766	6.9247
Si	2.7098	5.4095	6.9441
Si	5.5202	2.7502	6.9144
Si	8.1552	-0.0274	6.9611
Si	5.4241	8.2016	6.9585
Si	8.1514	5.4487	6.875
Si	1.309	4.0566	8.2832
Si	4.1648	1.3763	8.2161
Si	1.3269	9.6055	8.2602
Si	4.0583	6.8118	8.2628
Si	6.8571	4.1342	8.3246
Si	9.4722	1.3449	8.3418
Si	6.7942	9.5463	8.3615
Si	9.4586	6.8189	8.2288
Si	-0.0496	0.0166	9.7123
Si	2.7794	2.6999	9.5073
Si	-0.1487	5.4219	9.5694
Si	2.6938	8.2216	9.542
Si	5.5095	0.1389	9.7034
Si	8.2107	2.7842	9.7392
Si	5.4569	5.5246	9.6484
Si	8.1311	8.1207	9.6824
Si	1.394	1.4678	10.912
Si	3.9939	4.1781	10.8569
Si	1.2227	6.8415	10.7482
Si	4.0775	9.591	10.8554
Si	6.7129	1.6677	11.1621
Si	9.5111	4.1315	11.2046
Si	6.7448	6.8278	11.1518
Si	9.5371	9.3801	11.0604
Si	0.0493	4.1463	15.6277
Si	2.5827	-0.1282	12.202
Si	1.6021	8.9414	13.4053
Si	0.7714	3.4348	12.1481
Si	7.8243	5.2878	12.6198
Si	7.8307	0.5108	12.8652
Si	3.2318	7.1646	13.2906
Si	5.9287	4.3912	14.2011
Si	2.3533	5.3065	12.0286
Si	1.738	2.5111	14.0844
Si	-0.1512	7.8529	12.3484
Si	5.1838	8.1791	12.3414
Si	3.7883	1.3525	13.52
Si	10.0918	1.3545	14.9028
Si	6.19	10.5034	14.2799
Si	9.5136	6.3131	13.8116
Si	12.5141	-10.8398	29.5719
Si	0.0319	14.8309	21.0432
Si	11.2994	-5.3283	18.4352
Si	9.5536	8.0081	18.0472
Si	22.1349	17.2688	30.1225
Si	12.1741	3.71	33.2969
Si	0.8221	8.9902	21.0855
Si	-15.1717	-4.196	25.7754
Si	16.541	3.4522	19.3904
Si	13.3833	-2.8028	30.4884
Si	-1.7118	7.9544	28.9877
Si	9.3739	16.7383	26.827
Si	-4.4404	-40.1442	29.6975
Si	5.5204	5.1072	31.915
Si	6.5236	-2.065	33.0554
Si	-14.7524	22.4259	16.9012
Si	13.1721	9.6623	18.3736
Si	9.4672	-6.7098	29.4836
Si	15.7082	26.4117	27.2653
Si	-4.1893	-0.5436	21.1027
Si	7.7717	14.5048	21.6124
Si	31.469	-22.0142	28.1697
Si	14.2094	6.8561	18.1754
Si	26.6233	-4.7044	15.596
Si	26.5669	11.3756	19.1153
Si	15.3598	-26.6572	20.8242
Si	10.923	11.817	21.2161
Si	-16.6561	2.9323	12.4515
Si	-1.9672	-10.9015	19.1864
Si	-1.4722	-10.8709	23.6745
Si	-3.8721	-9.8827	28.06
Si	3.2375	-0.3407	26.9301
Si	-5.728	12.8574	25.8928
Si	-0.677	-9.429	33.566
Si	13.2769	-4.5598	28.0585
Si	23.5711	6.2584	22.4111
Si	-5.1598	-12.7894	27.6368
Si	11.1831	-1.1035	16.1801
Si	7.7519	-4.3581	16.2532
Si	19.638	-2.4174	22.0624
Si	11.3221	20.6951	25.6287
Si	11.8359	-14.997	25.3646
Si	11.294	-19.477	30.923
Si	17.7832	6.312	22.7078
Si	17.7609	12.1325	23.4786
Si	-4.166	-7.216	16.3694
Si	14.865	7.2369	32.84
Si	6.5286	-14.113	30.2963
O	13.7466	-14.1873	28.9796
O	-0.4871	-18.9123	29.6914
O	-15.1329	-12.9575	31.4378
O	8.915	-12.3866	23.3817
O	8.7106	2.001	33.9255
O	2.8284	3.2649	33.4846
O	6.5027	-9.0811	26.7676
O	4.0885	-16.1278	32.4922
O	4.2407	9.28	27.0637
O	27.4296	-2.7281	29.0308
O	16.263	5.8705	26.4048
O	22.4345	24.2118	21.2654
O	16.2631	29.5294	33.4929
O	-0.6433	-22.6414	26.8025
O	-2.2982	10.1455	12.1611
O	-0.9007	-8.0789	15.6475
O	-2.533	11.4556	17.8031
O	11.0927	4.3629	19.4937
O	-6.1413	4.5733	20.1178
O	12.8336	-0.726	26.0487
O	5.872	14.5807	17.7882
O	25.0459	-5.0468	21.9001
O	4.8404	0.5372	14.5249
O	1.3929	-1.8749	19.5722
O	21.7592	4.9699	16.9957
O	7.9637	-6.9983	29.9784
O	12.4379	7.7931	21.8997
O	7.8169	4.9064	16.5257
O	16.5428	12.7147	24.36
O	5.7472	-4.254	21.605
O	-14.3681	2.2914	22.4095
O	7.1004	3.5277	20.1335
O	10.3677	17.7223	18.8233
O	-5.1007	-23.6082	13.6329
O	6.404	-22.2535	27.9777
O	28.3547	-13.6276	26.5206
O	27.1251	-0.553	20.2295
O	-1.9311	1.336	13.7449
O	7.7851	-10.5528	20.2854
O	-16.2326	-7.1332	31.012
O	12.5702	6.2613	24.0266
O	15.2434	22.952	34.1976
O	14.9282	-10.0313	26.212
O	9.1881	-12.4764	18.9349
O	1.0344	-11.2205	21.5585
O	8.8233	9.5073	28.9004
O	44.2761	-9.6448	14.347
O	1.5639	25.3688	15.3286
O	-7.4191	5.1402	27.9883
O	6.2531	17.8603	15.8297
O	8.1578	29.1176	17.578
O	13.2724	-8.7931	35.7465
O	28.178	-4.0813	24.1729
O	8.3718	-3.9344	22.4406
O	-8.0913	-3.3626	33.8743
O	-1.534	3.8541	21.4305
O	11.9574	27.5203	28.8003
O	-12.0285	-10.0616	22.3197
O	18.026	4.7331	22.5908
O	26.6621	-30.6355	19.6312
O	32.578	10.8305	24.4925
O	-4.7558	10.2613	33.6806
O	-1.4383	-3.5978	27.552
O	12.1743	10.3723	17.3158
O	0.7513	5.1194	21.8999
O	-7.2152	17.8993	14.8692
O	-8.9394	16.921	18.4022
O	-18.4855	-0.0397	18.8292
O	-15.7901	6.2966	30.9313
O	0.9824	14.4853	31.7139
O	8.786	-3.8838	15.0991
O	10.5286	5.1701	14.4283
O	10.2772	-21.0849	19.7314
O	7.9724	-14.5545	29.7342
O	-8.9838	9.5895	30.4261
O	23.8009	6.8302	26.5729
O	6.925	-11.3725	15.7407
O	-1.4599	-17.125	27.9246
O	-6.6688	6.0213	17.1033
O	-5.0223	-17.577	28.4127
O	4.0692	-3.8927	19.6094
O	23.0738	-1.301	34.5129
O	-3.4634	19.802	21.2376
O	-11.3958	-9.4985	31.9399
O	11.7615	-5.7514	33.9264
O	10.0419	43.548	15.7913
O	0.321	2.6511	34.0543
O	10.0804	-5.5578	30.4737
O	22.9867	20.2067	14.947
O	7.9668	5.8489	26.0329
O	31.9084	-13.158	21.2411
O	28.9508	-8.7678	16.2188
O	17.2386	-10.8903	22.5834
O	0.3874	8.2792	25.1117
O	28.2482	-5.9683	33.2069
O	29.9322	11.6583	24.3795
O	10.6126	5.7846	25.7803
O	21.4293	-3.0836	29.8112
O	1.5213	17.8002	31.124
O	3.5991	-16.752	36.4838
O	-7.1227	18.9909	31.4795
O	16.5754	0.4452	17.7746
O	7.9402	-13.3996	33.6797
O	10.4461	19.3699	16.7871
O	2.7187	-21.6374	28.3873
O	9.6975	17.5846	34.551
O	3.0472	30.1664	17.6939
O	19.5316	0.9792	28.0092
O	21.8809	0.0983	29.0355
O	4.5232	3.4127	26.2444
O	28.2608	1.8122	29.3729
O	12.5676	1.3989	30.4645
H	2.1916	0.5733	42.7807
H	0.5129	2.1806	42.7807
H	3.2664	4.8838	42.7792
H	4.9548	3.2862	42.7792
H	0.5603	7.6075	42.8012
H	2.1889	5.9491	42.8012
H	4.9131	8.7138	42.7649
H	3.28	10.3677	42.7649
H	7.6429	0.4948	42.7685
H	6.0431	2.1806	42.7685
H	8.7257	4.8772	42.7739
H	10.3514	3.2161	42.7739
H	5.9545	7.6548	42.7846
H	7.5902	6.0036	42.7846
H	10.3404	8.7088	42.7752
H	8.6845	10.34	42.7752
H	0.8206	1.8948	6.0247
H	-0.8329	3.5269	6.0247
H	3.5558	-0.8025	5.9726
H	1.9163	0.845	5.9726
H	0.8131	7.3544	5.9923
H	-0.8356	8.9929	5.9923
H	1.9026	6.2456	6.0117
H	3.5547	4.6115	6.0117
H	6.3062	1.8941	5.982
H	4.6768	3.5498	5.982
H	7.3413	0.8023	6.0287
H	8.9838	-0.8424	6.0287
H	6.2333	7.3674	6.0261
H	4.6033	9.0244	6.0261
H	8.9752	4.6289	5.9425
H	7.3249	6.2658	5.9425

Results
free energy: -156487.036 eV
free energy less fixed offsets of H -15.71, O -570.45, Si -639.56 eV per atom: 2.724 eV

Forces (eV/angstrom), in the order of the atoms: element, x, y, z
Si	-0.0021	-0.001	0.0137
Si	-0.0074	-0.0119	0.0253
Si	-0.0068	0.008	-0.0139
Si	0.0031	0.0046	0.0294
Si	0.0012	0.0106	0.0251
Si	-0.0003	0.0081	0.0112
Si	0.0103	0.0059	0.0112
Si	0.0036	-0.0134	-0.0155
Si	0.006	-0.0041	-0.0152
Si	0.0106	-0.0076	0.0108
Si	-0.0055	-0.0059	0.0285
Si	-0.0118	0.0056	-0.0126
Si	-0.0147	0.0151	-0.0193
Si	-0.0098	0.0116	-0.0205
Si	0.0022	-0.006	0.025
Si	0.0051	-0.0004	-0.0149
Si	-0.0063	0.0016	0.0142
Si	-0.0033	-0.001	0.0039
Si	0.0027	-0.0017	0.0048
Si	0.0111	-0.0169	-0.0069
Si	0.0048	-0.0057	-0.0063
Si	0.0072	0.0053	0.0135
Si	0.0073	-0.0001	0.012
Si	0.0017	-0.0071	0.0009
Si	-0.029	-0.0254	0.0407
Si	0	0.0118	0.0094
Si	-0.0145	0.0011	0.0059
Si	0.0201	0.0215	0.0353
Si	0.0014	0.0149	0.0101
Si	0.003	-0.0162	0.0163
Si	-0.0007	0.0077	0.0324
Si	-0.0059	0.0001	0.0084
Si	-0.0154	0.0087	0.1804
Si	0.0319	-0.0309	0.1774
Si	-0.0208	0.0087	0.1725
Si	-0.0106	0.0152	0.192
Si	0.0179	-0.0271	0.1721
Si	-0.0419	0.0297	0.1942
Si	0.0759	-0.0789	0.1766
Si	0.0204	0.0006	0.1792
Si	0.0035	-0.0642	0.3341
Si	0.029	-0.0457	0.2404
Si	0.1375	-0.1881	0.3439
Si	0.0962	0.0046	0.3154
Si	0.012	-0.0684	0.2314
Si	0.1028	-0.0709	0.3041
Si	0.1457	-0.1061	0.3559
Si	0.0336	-0.0621	0.2791
Si	-0.0511	-0.0017	-0.2944
Si	-0.0055	0.042	-0.3335
Si	-0.1068	0.1561	-0.2334
Si	-0.1333	0.1144	-0.35
Si	-0.0072	0.0132	-0.2357
Si	-0.0732	0.0246	-0.171
Si	-0.081	0.0619	-0.1898
Si	-0.0943	0.1634	-0.4163
Si	-0.001	0.008	-0.1823
Si	0.0265	-0.0236	-0.1882
Si	-0.0137	0.0059	-0.1856
Si	0.0166	0.0095	-0.1727
Si	-0.0447	-0.0046	-0.188
Si	-0.0095	0.0274	-0.1621
Si	-0.0172	0.004	-0.1586
Si	-0.0268	0.0459	-0.1893
Si	0.0161	-0.0035	-0.0208
Si	0.0018	0.0116	-0.011
Si	-0.0049	-0.0032	-0.0139
Si	0.0178	0.0059	-0.01
Si	-0.0139	0.0044	-0.0225
Si	-0.0096	-0.0053	-0.0349
Si	-0.0009	0.0059	-0.0326
Si	-0.0055	-0.0148	-0.0275
Si	0.0201	-0.0048	-0.0218
Si	-0.0024	-0.0236	-0.0061
Si	-0.0054	-0.0062	0.0025
Si	-0.0057	-0.0033	-0.0091
Si	-0.0064	0.0048	0.0003
Si	0.0022	0.0121	-0.0041
Si	-0.0052	0.0034	-0.0003
Si	-0.0032	0.0067	0.0125
Si	-0.0052	0.0057	0.0375
Si	-0.0012	-0.0022	0.0185
Si	-0.018	0.0146	0.0151
Si	-0.0005	0.0117	0.0156
Si	-0.0032	0.0036	0.0149
Si	-0.0002	0.0025	0.0174
Si	0.0123	-0.0338	0.0145
Si	0.0009	-0.0058	-0.0063
Si	-0.0073	0.0103	0.0117
Si	-0.0213	0.0016	0.0147
Si	0.0093	-0.0027	0.0061
Si	0.0041	0.0115	0.0108
Si	0.006	-0.0198	0.0076
Si	0.0043	-0.0009	0.0278
Si	0.0068	-0.0007	0.0184
Si	-0.0045	-0.0061	0.0153
Si	0.0012	0.0051	0.0438
Si	-0.0013	-0.0008	0.0454
Si	0.0007	-0.0058	0.0508
Si	0.006	0.0079	0.0474
Si	0.0025	0.0005	0.0365
Si	-0.0038	0.0025	0.0353
Si	-0.0075	-0.0053	0.0579
Si	0.0008	0.0005	0.0405
Si	0.0024	0.0026	0.0582
Si	0.01	-0.0003	0.0457
Si	-0.0015	-0.0024	0.0417
Si	0.0059	0.0039	0.0384
Si	-0.0012	0.0063	0.0477
Si	0.0062	0.0021	0.0569
Si	0.0039	0.0064	0.0629
Si	0.0012	-0.0029	0.0551
Si	-0.0014	-0.0034	0.0475
Si	0.0066	-0.008	0.041
Si	0.0022	-0.0004	0.0506
Si	0.0037	-0.0051	0.0581
Si	-0.0019	-0.0029	0.0507
Si	0.0017	0.0046	0.0429
Si	-0.0102	0.0107	0.0552
Si	-0.0121	0.0106	0.0157
Si	0.0003	-0.0052	0.0421
Si	0.0071	0.0042	0.0545
Si	-0.0016	0.0002	0.0415
Si	0.0036	-0.0032	0.0076
Si	0.0039	0.0076	0.0568
Si	0.009	-0.0018	0.0553
Si	0.0017	0.0017	0.0416
Si	0.0014	-0.0009	0.0401
Si	-0.0061	0.0035	0.0494
Si	-0.0042	-0.0025	0.0621
Si	-0.0018	0.0032	0.0511
Si	-0.0038	0.0014	0.074
Si	-0.0019	-0.0005	0.0473
Si	-0.0027	-0.002	0.0449
Si	0.0122	0.0086	0.0388
Si	-0.0023	-0.0008	0.0472
Si	0.0079	-0.0016	0.056
Si	-0.0042	0.0012	0.0689
Si	-0.0043	0.0042	0.0475
Si	-0.0022	0.008	0.0643
Si	-0.0125	0.0068	0.0612
Si	0.0089	-0.0231	0.0447
Si	-0.0019	0.0007	0.0413
Si	-0.0041	-0.0004	0.0566
O	0.0001	-0.0079	-0.0302
O	-0.0079	0.0081	-0.0199
O	0.0014	-0.0066	-0.0286
O	-0.0043	-0.0098	-0.0249
O	0.0123	-0.0099	-0.0212
O	-0.004	0.0013	-0.0023
O	-0.0088	0.0062	-0.0364
O	0.0005	0.001	-0.0186
O	-0.0031	0.004	-0.0112
O	-0.0032	0.01	-0.033
O	0.0081	0.0087	-0.0285
O	0.0004	0.0025	-0.0104
O	-0.002	0.0004	-0.0245
O	0.0131	-0.0029	-0.0403
O	0.0065	-0.0055	-0.0095
O	0.0006	-0.0034	-0.0072
O	-0.0114	0.0035	-0.0321
O	0.0023	0.014	-0.0378
O	0.002	-0.0105	-0.0272
O	-0.0128	-0.0022	-0.0153
O	0.01	0.0076	-0.0618
O	0.0133	-0.0009	-0.0236
O	-0.0157	0.0138	-0.0216
O	0.0133	0.005	-0.037
O	-0.0046	-0.0124	-0.0384
O	0.001	0.0002	-0.0159
O	-0.001	0.0109	-0.0154
O	-0.0066	0.0019	-0.0164
O	0.0178	-0.0061	-0.0412
O	-0.0174	-0.003	-0.0215
O	0.0063	0.0131	-0.0315
O	-0.0171	-0.0019	-0.0354
O	-0.0046	0.0033	-0.0162
O	-0.0022	-0.0078	-0.007
O	-0.0009	-0.0012	-0.0163
O	0.0062	-0.0121	-0.0275
O	-0.0123	0.0078	-0.0274
O	-0.0044	-0.0024	-0.0174
O	0.0082	0.0005	-0.0279
O	0.0077	-0.0097	-0.0281
O	0.0071	-0.0044	-0.0439
O	-0.0074	0.0035	-0.0024
O	0.006	0.0078	-0.0062
O	0.0013	-0.014	-0.0199
O	0.0011	-0.0037	-0.0292
O	0.0019	0.0066	-0.009
O	0.0076	0.0018	-0.0042
O	0.0086	-0.0104	-0.0165
O	0.0063	-0.0026	-0.0179
O	0.0014	-0.0103	-0.0164
O	-0.0122	-0.0101	-0.0264
O	0.0087	0.0063	-0.0053
O	0.0022	-0.0044	-0.063
O	0.0038	0.0049	-0.025
O	0.0096	-0.008	-0.024
O	0.0049	0.0022	-0.0211
O	0.009	0.0017	-0.0283
O	0.0119	0.006	-0.0433
O	0.002	-0.0097	-0.0193
O	0.0001	-0.0012	-0.0134
O	-0.0158	0.0078	-0.0344
O	0.0006	-0.01	-0.0107
O	0.0009	-0.0085	-0.034
O	-0.0114	-0.0003	-0.0282
O	-0.0079	-0.0121	-0.0166
O	-0.012	0.0205	-0.0267
O	0.0031	0.0007	-0.0167
O	-0.0053	-0.0048	-0.0151
O	0.0053	0.0103	-0.0204
O	-0.0029	-0.0039	-0.0368
O	0.0075	-0.0008	-0.0247
O	-0.0074	0.0162	-0.0151
O	-0.0108	-0.0053	-0.0338
O	0.0108	0.002	-0.0177
O	-0.0033	0.0069	-0.0163
O	-0.0075	0.0026	-0.0376
O	-0.0085	-0.004	-0.035
O	-0.0007	0.0166	-0.0395
O	0.0202	-0.016	-0.0413
O	-0.0093	0.0063	-0.0319
O	-0.0082	0.005	-0.036
O	0.0001	-0.0027	-0.0066
O	-0.006	0.0068	-0.0206
O	0.0054	0.0095	-0.0212
O	0.0059	-0.0051	-0.0236
O	0.0022	0.009	-0.0126
O	0.0053	0.0014	-0.0299
O	-0.0011	0.0016	-0.0161
O	0.0096	-0.006	-0.0305
O	-0.0123	0.0032	-0.0267
O	0.0075	0.0027	-0.0278
O	-0.0006	0.0114	-0.0266
O	0.0002	-0.0108	-0.0309
O	0.0005	-0.0014	-0.0152
O	-0.0144	0.0043	-0.0391
O	-0.0002	-0.0013	-0.0228
O	0.0133	0.0034	-0.0218
O	-0.0046	0.0031	-0.0149
O	-0.005	-0.0001	-0.0143
O	-0.0097	0.0115	0.0063
O	-0.0084	0.0059	-0.0242
O	0.0148	0.0006	-0.0296
O	-0.0094	0.0069	-0.0187
O	0.0056	0.0043	-0.0267
O	0.012	-0.0036	-0.0343
O	0.003	0.005	-0.0069
O	0.0029	-0.0042	-0.0183
O	-0.0031	0.0002	-0.014
O	-0.0116	-0.0047	-0.0195
O	0.0012	-0.008	-0.0174
O	0.0028	-0.0095	-0.017
O	0.0055	-0.0116	-0.0197
H	-0.2682	0.2687	-0.255
H	0.4254	-0.2657	-0.2617
H	0.3213	-0.2752	-0.285
H	-0.2524	0.2799	-0.2737
H	0.2642	-0.2178	-0.3146
H	-0.3339	0.3169	-0.2085
H	-0.3149	0.3897	-0.2311
H	0.2673	-0.2499	-0.3018
H	-0.3801	0.3474	-0.2461
H	0.1411	-0.3511	-0.2978
H	0.2159	-0.1717	-0.3182
H	-0.3505	0.3957	-0.2071
H	0.2692	-0.4128	-0.2674
H	-0.2251	0.209	-0.2496
H	-0.3115	0.1998	-0.2794
H	0.3776	-0.3435	-0.2525
H	-0.4136	0.1803	0.2706
H	0.1879	-0.3565	0.272
H	-0.4256	0.2322	0.2248
H	0.4155	-0.1883	0.228
H	-0.2247	0.2627	0.3053
H	0.3375	-0.3405	0.1875
H	0.2873	-0.278	0.2255
H	-0.3541	0.1819	0.2965
H	-0.1538	0.4761	0.2203
H	0.3738	-0.1709	0.2441
H	0.2527	-0.37	0.2664
H	-0.2669	0.3329	0.3016
H	-0.141	0.3395	0.3168
H	0.3658	-0.3082	0.2523
H	-0.2542	0.2832	0.2606
H	0.176	-0.3725	0.2036

The program warned: the cutoff lies below the one the program advises for these potential files; the forces do not sum to zero within the program's tolerance; empty levels may hold ghost states of the PAW files; the exchange-correlation potential is rough where the density is thin.
